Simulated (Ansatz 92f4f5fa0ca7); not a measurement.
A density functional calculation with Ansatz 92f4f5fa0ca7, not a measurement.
Periodic cell of 256 atoms, Si144O112, from a study of silicon, its oxide and their interface. The atomic structure is a simulated model.
Doubt: the cutoff is far below the 930 eV that the study's wrapper takes by default for these files, so forces and energies are approximate.

Settings
functional: PBE
potential files: Ansatz PAW
basis: plane waves
wave-function cutoff: 580 eV
density cutoff ratio: 5
exchange-correlation grid ratio: 1
k mesh: 1 x 1 x 1, Gamma-centred
self-consistency stop: 5e-08 eV per atom in the density residual
occupations: fixed
spin: none
net charge: 0

Cell vectors (angstrom)
a, 10.938, 0, 0
b, 0, 10.938, 0
c, 5.3342, 4.8172, 38.3736

Atoms and the computed forces on them: element, x, y, z (angstrom), force x, y, z (eV/angstrom)
Si, 6.992, 3.2098, 30.9517, 0.1012, -0.041, -0.2269
Si, 9.7098, 5.8993, 30.8985, 0.0771, -0.0928, -0.2181
Si, 6.4805, 9.1982, 30.817, -0.1132, 0.1207, -0.1606
Si, 9.1536, 0.9945, 30.8932, -0.1095, 0.0933, -0.237
Si, 0.9469, 3.6832, 30.8823, -0.1027, 0.0658, -0.2401
Si, 3.6758, 6.4954, 30.8514, -0.0421, 0.06, -0.2064
Si, 12.3582, 8.6668, 30.789, 0.084, -0.1391, -0.1497
Si, 4.2135, 0.4197, 30.842, 0.0526, -0.0525, -0.1931
Si, 8.1321, 4.7817, 32.2835, -0.0638, 0.0408, -0.2367
Si, 10.8331, 7.5236, 32.2074, -0.0296, -0.0001, -0.1819
Si, 8.0262, -0.6128, 32.2192, 0.0347, -0.0102, -0.1804
Si, 10.7559, 2.1145, 32.2475, 0.0551, -0.0495, -0.2335
Si, 2.5682, 4.8503, 32.1771, 0.0066, 0.0193, -0.1571
Si, 5.3122, 7.6044, 32.1797, 0.0117, -0.0416, -0.1826
Si, 13.5401, 10.2342, 32.1777, -0.0145, 0.0389, -0.204
Si, 5.3398, 2.0435, 32.189, 0.007, -0.0099, -0.1725
Si, 6.6972, 6.1941, 33.5485, -0.0317, 0.0146, 0.0198
Si, 9.4319, 8.9206, 33.5435, 0.0002, -0.0004, 0.0339
Si, 6.6847, 0.7232, 33.6128, -0.007, 0.008, 0.0642
Si, 9.4474, 3.4423, 33.6573, 0.0071, 0.0043, 0.0841
Si, 12.1759, 6.1828, 33.606, -0.0019, -0.0034, 0.0534
Si, 14.899, 8.9218, 33.6043, 0.0074, 0.0014, -0.0094
Si, 12.1719, 11.6464, 33.5435, 0.0256, -0.0028, 0.036
Si, 3.9613, 3.4536, 33.5317, -0.0042, 0.0143, 0.0533
Si, 5.3342, 4.8172, 34.9554, -0.0414, 0.0064, -0.3702
Si, 8.0687, 7.5517, 34.9554, -0.0262, 0.0557, -0.2993
Si, 5.3342, 10.2862, 34.9554, -0.0886, 0.0229, 0.2006
Si, 8.0687, 2.0827, 34.9554, -0.1267, -0.0885, 0.344
Si, 10.8032, 4.8172, 34.9554, 0.164, 0.0873, 0.3654
Si, 13.5377, 7.5517, 34.9554, 0.0545, -0.0548, 0.1736
Si, 10.8032, 10.2862, 34.9554, -0.006, -0.0272, -0.326
Si, 13.5377, 2.0827, 34.9554, 0.002, 0.0104, -0.3739
Si, 1.3673, -1.3673, 3.418, -0.1391, -0.1595, -0.3126
Si, 4.1018, 1.3673, 3.418, 0.2052, -0.028, -0.1672
Si, 1.3673, 4.1018, 3.418, -0.089, -0.0317, 0.0515
Si, 4.1018, -4.1018, 3.418, 0.1032, 0.1258, 0.0895
Si, 6.8362, -1.3673, 3.418, 0.0902, 0.1156, 0.3948
Si, -1.3673, 1.3673, 3.418, -0.1529, -0.1405, 0.23
Si, 6.8362, 4.1018, 3.418, 0.1007, -0.1196, -0.224
Si, -1.3673, 6.8362, 3.418, -0.0513, 0.2146, -0.1219
Si, 2.7626, -0.046, 4.7285, 0.0093, -0.0372, -0.1367
Si, 5.5282, 2.6907, 4.7767, 0.0321, 0.0403, -0.0798
Si, 2.7312, 5.4784, 4.7717, -0.0447, 0.0305, -0.0132
Si, 5.4735, -2.7264, 4.8229, -0.0252, -0.0135, -0.1107
Si, -2.7271, -0.0018, 4.8675, -0.0132, 0.0038, -0.0408
Si, -0.0083, 2.7229, 4.7907, -0.0018, 0.0546, -0.0606
Si, 8.1764, 5.4994, 4.756, -0.0037, 0.0144, -0.0969
Si, -0.0336, -2.6958, 4.79, 0.037, -0.0603, -0.0477
Si, 1.3995, 1.2922, 6.0447, -0.0004, 0.0438, 0.1214
Si, 4.1695, 4.124, 6.0427, -0.0349, -0.0444, 0.1763
Si, 1.356, -4.0689, 6.1135, -0.0105, -0.0172, 0.1954
Si, 4.0753, -1.3794, 6.1713, -0.053, -0.0209, 0.1673
Si, -4.1019, 1.3439, 6.2839, -0.0307, 0.0746, 0.179
Si, -1.4086, 4.1335, 6.0955, -0.0034, -0.0184, 0.0877
Si, 6.8491, -4.0774, 6.1886, 0.0321, -0.0717, 0.1215
Si, -1.3613, -1.3663, 6.2777, 0.0599, -0.0149, 0.1794
Si, 0.3478, -0.2222, 7.5123, 0.0787, 0.033, 0.3279
Si, 3.041, 2.4569, 7.2219, 0.0007, 0.0959, 0.4373
Si, -0.2335, -5.2425, 7.3978, 0.0054, 0.0665, 0.3063
Si, 2.4862, -2.5253, 7.5226, -0.1137, -0.0274, 0.2706
Si, 5.1417, 0.1915, 7.5633, -0.146, 0.1012, 0.3388
Si, -3.0306, 3.1301, 7.4769, 0.0537, 0.0389, 0.3353
Si, 5.631, 5.3114, 7.4893, -0.0233, -0.0875, 0.3223
Si, -2.4757, -3.0456, 7.5893, 0.0504, -0.0353, 0.3465
Si, 6.7014, 3.45, 36.3226, 0.0355, -0.0414, -0.0132
Si, 9.4359, 6.1845, 36.3226, 0.0289, -0.0266, -0.0226
Si, 6.7014, 8.919, 36.3226, -0.0156, 0.0044, -0.0269
Si, 9.4359, 11.6535, 36.3226, -0.0519, 0.0103, -0.0101
Si, 12.1704, 3.45, 36.3226, -0.0103, 0.0605, -0.0006
Si, 3.9669, 6.1845, 36.3226, -0.0405, 0.0206, -0.0107
Si, 12.1704, 8.919, 36.3226, 0.0176, -0.019, -0.0253
Si, 14.9049, 11.6535, 36.3226, 0.0434, -0.0319, -0.0186
Si, 8.0687, 4.8172, 37.6899, -0.0203, 0.0316, -0.013
Si, 10.8032, 7.5517, 37.6899, -0.0249, 0.014, -0.0139
Si, 8.0687, 10.2862, 37.6899, -0.0021, -0.0337, -0.0291
Si, 10.8032, 2.0827, 37.6899, 0.0049, -0.0276, -0.0228
Si, 2.5997, 4.8172, 37.6899, 0.0445, -0.0283, -0.0163
Si, 5.3342, 7.5517, 37.6899, 0.0469, 0.0031, -0.0298
Si, 13.5377, 10.2862, 37.6899, -0.0218, 0.027, -0.0132
Si, 5.3342, 2.0827, 37.6899, -0.0347, 0.0285, -0.0048
Si, 1.3673, 1.3673, 0.6835, -0.0233, 0.0104, 0.0281
Si, 4.1018, 4.1018, 0.6835, -0.0202, 0.0329, 0.0195
Si, 1.3673, 6.8362, 0.6835, 0.0571, -0.0225, 0.0068
Si, 4.1018, -1.3673, 0.6835, -0.0007, -0.0101, 0.0193
Si, 6.8362, 1.3673, 0.6835, 0.0163, -0.0273, 0.0074
Si, -1.3673, 4.1018, 0.6835, 0.0167, -0.0397, 0.0059
Si, 6.8362, -4.1018, 0.6835, -0.0057, 0.0057, 0.0339
Si, -1.3673, -1.3673, 0.6835, -0.028, 0.0317, 0.0241
Si, 0, 0, 2.0507, 0.0342, -0.0343, 0.0148
Si, 2.7345, 2.7345, 2.0507, 0.0211, -0.007, 0.0269
Si, 0, 5.469, 2.0507, -0.0092, 0.0075, 0.0149
Si, 2.7345, -2.7345, 2.0507, -0.0728, -0.0158, -0.0042
Si, 5.469, 0, 2.0507, -0.0013, 0.0788, -0.0014
Si, 8.2035, 2.7345, 2.0507, -0.008, 0.0761, 0.0009
Si, 5.469, 5.469, 2.0507, -0.033, -0.059, 0.0214
Si, 8.2035, -2.7345, 2.0507, 0.0692, -0.0202, 0.0048
Si, 8.1001, 3.6244, 24.5381, -0.0227, 0.0298, 0.1644
Si, 2.8289, 9.5653, 20.2622, -0.0144, -0.0126, 0.0838
Si, 11.5108, 3.3286, 21.543, -0.0065, -0.0224, 0.2242
Si, 4.736, -1.8165, 14.904, -0.0471, 0.0336, -0.3253
Si, 11.2246, 4.2978, 24.5932, 0.0573, -0.0196, 0.1831
Si, -1.1214, -2.304, 16.9918, 0.0395, -0.0095, -0.2053
Si, 6.9608, 5.3263, 22.1135, 0.013, 0.0033, 0.2641
Si, 1.1485, -4.6858, 13.3842, -0.086, 0.0099, -0.2725
Si, -2.6079, 4.0812, 12.6116, 0.0901, 0.0749, -0.1322
Si, -2.1666, 2.7548, 15.3531, 0.0414, 0.0099, -0.3399
Si, 3.7596, -4.4365, 9.7583, 0.0834, 0.0734, 0.0202
Si, 3.9573, -0.1097, 12.6052, -0.2012, 0.0285, -0.1799
Si, -2.0057, -3.9719, 13.0009, 0.0265, -0.2306, -0.1021
Si, 1.1048, 0.8001, 12.8381, 0.1147, 0.0722, -0.0796
Si, -0.5811, 0.2782, 10.3614, 0.0269, -0.0795, 0.3161
Si, 3.2071, 1.625, 21.0893, -0.0513, -0.0434, 0.2655
Si, 6.0726, -0.0285, 10.4178, 0.0229, 0.1911, 0.3596
Si, 3.641, -2.6823, 17.696, 0.0256, 0.0665, -0.2405
Si, 0.9536, -4.1778, 17.559, -0.0321, 0.0108, -0.2055
Si, 7.9121, 7.3516, 28.6613, 0.0548, -0.0321, 0.0899
Si, 13.2656, 0.4487, 23.6853, -0.0411, 0.0533, 0.1911
Si, 8.8837, 7.4994, 22.0234, -0.0147, 0.0441, 0.258
Si, 10.4168, 4.5848, 18.9476, 0.032, 0.0089, -0.0773
Si, 8.1204, 2.2678, 10.3189, -0.0927, -0.0605, 0.3357
Si, 3.5014, -3.0259, 12.415, -0.1475, 0.1862, -0.0432
Si, 2.5586, 4.9528, 15.8851, -0.0751, 0.0953, -0.2857
Si, 13.1905, 1.7334, 28.6785, 0.0741, 0.0723, 0.1706
Si, 2.7217, 2.7054, 25.7913, 0.1289, 0.0657, -0.0425
Si, 6.1943, 2.648, 20.6401, 0.0664, -0.0083, 0.1524
Si, -2.6499, -2.0599, 10.5109, 0.1783, 0.0637, 0.2601
Si, 11.0258, 7.2612, 24.1895, -0.0647, 0.0262, 0.263
Si, 10.6766, 9.219, 20.0244, -0.0273, 0.0361, 0.0309
Si, 1.6093, 4.2367, 9.4673, -0.0998, -0.2036, -0.1143
Si, 7.6205, 0.9525, 22.9925, -0.0295, 0.0433, 0.1876
Si, 5.2086, 6.9406, 24.1025, 0.0648, -0.0425, 0.18
Si, 5.3788, -5.1618, 16.8078, 0.0082, 0.0834, -0.2802
Si, 5.6577, 5.1681, 28.7583, -0.0853, -0.1314, 0.1694
Si, 2.7488, 8.5335, 23.1891, -0.0418, 0.0145, 0.2071
Si, -0.4176, 0.3656, 15.4065, 0.099, 0.0559, -0.3696
Si, 7.4507, 3.711, 18.0638, 0.0948, -0.0786, -0.1773
Si, 0.5117, 2.958, 16.4865, -0.1111, -0.0314, -0.3172
Si, 10.4665, 0.5871, 22.022, 0.0699, 0.0001, 0.209
Si, 9.4108, 8.8983, 26.327, 0.0068, 0.0052, -0.0561
Si, 5.3512, 4.3426, 25.876, -0.1183, -0.0738, 0.0068
Si, 0.4675, 3.6148, 12.1139, -0.1326, 0.0171, 0.1926
Si, 7.2519, 9.2532, 24.0632, 0.064, -0.0401, 0.2244
Si, 10.9101, -0.4405, 28.6148, -0.03, 0.046, 0.0796
Si, 7.3379, -3.1273, 15.5595, -0.0055, 0.0656, -0.2837
O, 7.8147, -2.6759, 9.0797, -0.001, -0.1172, -0.4975
O, 3.4096, -1.48, 11.9105, 0.0591, -0.1151, 0.0293
O, 9.6718, 3.8645, 24.989, -0.0292, 0.009, -0.0843
O, 3.6807, 7.3894, 23.8366, -0.059, 0.015, -0.0759
O, 6.7272, 6.3011, 28.3007, 0.0455, 0.0312, -0.0819
O, -1.3118, -4.1469, 8.02, -0.0541, 0.0153, -0.4905
O, 13.4926, 7.5725, 30.2162, 0.0286, 0.0007, 0.5678
O, 6.7068, 4.1605, 7.9971, 0.1196, -0.0146, -0.4229
O, 3.063, -3.2306, 8.9026, 0.0082, 0.0728, -0.1515
O, 10.4959, -0.2196, 20.6189, 0.0051, -0.0302, -0.0941
O, 5.0806, 4.3945, 27.467, 0.0331, 0.047, 0.0824
O, 4.5278, -0.4094, 14.1037, 0.0917, -0.056, 0.188
O, 12.9556, 2.7583, 21.0079, 0.0444, 0.0045, -0.0999
O, 2.2936, 3.2113, 8.4474, -0.0808, 0.082, 0.0382
O, 12.503, 2.9131, 29.569, 0.0414, -0.0003, 0.0976
O, -1.5904, 1.4091, 10.9776, -0.0276, 0.0909, -0.0064
O, 9.8026, 0.2857, 29.5614, 0.0087, -0.0143, 0.0893
O, 8.8041, 4.4367, 18.6592, -0.0103, 0.0434, 0.0763
O, 5.3486, 10.2868, 30.224, 0.01, -0.038, 0.5574
O, 5.0332, -4.997, 8.9054, 0.044, -0.0378, -0.2505
O, 4.3885, 5.8454, 29.519, 0.0242, -0.0227, 0.1117
O, 1.9274, 3.4409, 15.7897, 0.0425, -0.0015, 0.1167
O, 9.0276, 6.609, 29.5844, -0.0215, 0.042, 0.0637
O, 8.2973, 9.5146, 25.3021, -0.0278, -0.0123, -0.104
O, 1.4068, -1.3828, 8.0884, -0.0072, 0.0076, -0.508
O, 7.5216, 3.3491, 11.3976, 0.054, -0.0935, -0.1144
O, -0.0809, 0.657, 8.86, 0.1097, -0.1171, -0.4039
O, 11.6291, 3.9755, 23.037, 0.0231, -0.0243, -0.1973
O, 11.7626, 0.3295, 23.0035, -0.0718, -0.033, -0.0981
O, 8.0331, 3.3375, 14.0264, -0.0242, -0.0632, 0.1619
O, 9.8448, 8.1645, 20.9221, 0.0328, 0.0023, -0.0901
O, 6.8874, 2.6227, 19.1559, -0.0187, -0.0293, 0.0043
O, 7.258, 8.6139, 29.4744, -0.0221, 0.0087, 0.133
O, 0.3874, 5.047, 8.7741, 0.0384, -0.0225, -0.1212
O, 12.3127, 3.5963, 25.579, -0.0212, -0.0178, -0.0341
O, 2.8052, 0.2685, 20.263, -0.0058, -0.0214, -0.0902
O, 0.4922, -0.0359, 14.0951, -0.1116, 0.0002, 0.1912
O, -0.8589, -1.0281, 16.0465, -0.0283, -0.0904, 0.1082
O, -2.248, 2.8538, 8.9173, -0.0767, 0.09, -0.3666
O, -1.3535, -1.1344, 10.2141, 0.0026, -0.0195, -0.06
O, 4.2354, -3.8984, 11.2412, -0.0105, -0.1098, -0.228
O, 4.0839, 1.4094, 7.9899, 0.0136, -0.0825, -0.5829
O, 12.1586, 7.9636, 23.2542, 0.0613, 0.0113, -0.1378
O, 12.2728, 8.9454, 20.0681, 0.0261, -0.0079, -0.0522
O, -0.7459, 3.5561, 15.5885, 0.0847, 0.0244, 0.1574
O, 6.3022, -1.9024, 15.3046, 0.0704, -0.009, 0.0999
O, 3.4738, 1.0463, 29.5126, -0.0013, 0.0162, 0.121
O, 7.9989, 6.3138, 21.3251, -0.029, -0.0067, -0.1045
O, 13.3333, 1.2984, 25.0502, -0.0384, -0.0328, -0.0498
O, 2.7022, 5.2975, 10.0177, 0.006, -0.0022, 0.0707
O, 4.6437, -3.9823, 17.6846, -0.0077, -0.0231, 0.1371
O, 2.0502, -3.0055, 17.7676, -0.0031, -0.007, 0.0879
O, -1.7974, 1.186, 15.0518, -0.0028, 0.0122, 0.0926
O, 8.0623, 2.1104, 30.2709, 0.016, -0.0332, 0.6691
O, 7.0289, -1.1809, 11.0832, -0.0436, -0.0261, -0.0289
O, 1.9175, -4.9316, 14.7999, 0.1297, -0.1019, 0.2617
O, -2.1547, -3.1247, 11.6279, -0.0611, 0.0607, -0.0833
O, 1.3763, 4.836, 12.636, 0.0668, 0.0039, 0.0125
O, 4.1951, 4.9854, 15.9537, 0.0755, -0.0159, 0.0771
O, 7.8185, 4.612, 23.2908, 0.0042, 0.0639, -0.137
O, 4.1445, 3.3803, 25.2702, -0.002, 0.0044, -0.0138
O, 6.9093, 1.2705, 9.9287, -0.0155, -0.0134, -0.0941
O, 9.0674, 0.2283, 22.7523, -0.0064, -0.0373, -0.054
O, 7.8214, 2.9307, 16.6646, -0.1385, 0.0175, 0.2443
O, -0.1135, -3.5113, 16.501, -0.0062, -0.0169, 0.1548
O, 9.7788, 6.8699, 23.2288, -0.0741, -0.0184, -0.1622
O, 0.6343, 0.1339, 11.4308, -0.107, -0.0089, -0.1202
O, 1.9581, -3.5154, 12.6049, 0.0553, -0.009, 0.0535
O, -2.6224, -3.183, 14.2662, -0.0728, 0.0591, 0.162
O, 3.8729, -1.8572, 16.2896, -0.0823, -0.0511, 0.2714
O, -1.0681, 4.0785, 12.1207, 0.0483, -0.0009, -0.0237
O, 6.3617, 4.0465, 29.6955, -0.0576, 0.0174, 0.0301
O, 6.9148, 3.8721, 25.6541, 0.0391, 0.0362, -0.0627
O, 10.8963, 6.1388, 18.6997, -0.0024, -0.071, 0.0425
O, 5.4117, -0.5759, 9.0296, -0.0881, 0.0273, -0.4713
O, 2.8118, 9.8915, 24.0903, 0.025, -0.025, -0.0765
O, 12.082, 0.6241, 28.2426, -0.0254, -0.0131, -0.0684
O, 2.9081, 2.4069, 27.3686, -0.0475, -0.039, 0.0544
O, 7.9796, -5.2867, 12.7867, -0.0065, 0.0344, 0.0564
O, 5.7756, 6.2421, 22.7479, 0.0225, -0.0214, -0.1768
O, 1.9322, -5.4372, 17.2656, -0.0892, 0.0263, 0.1852
O, 10.5878, 8.2277, 25.4256, -0.0016, -0.0026, -0.0968
O, 0.4628, 1.3193, 16.4183, 0.0605, 0.0878, 0.1532
O, 10.1151, 9.105, 18.5122, -0.0013, 0.0419, 0.1195
O, 6.6584, -0.2234, 23.612, 0.0476, 0.0398, -0.1118
O, 6.4657, -4.4932, 15.7736, -0.0714, -0.13, 0.1108
O, 6.3019, 4.193, 21.1664, -0.0485, -0.0275, -0.105
O, 0.9969, 3.2728, 10.629, 0.1016, 0.0801, -0.2153
O, -0.4362, -4.2897, 13.3702, 0.006, 0.0226, 0.056
O, 6.075, 8.2453, 24.5727, -0.0241, -0.0167, -0.0681
O, 3.8693, 9.119, 19.069, -0.0042, 0.0174, 0.0479
O, 8.6395, 7.8327, 27.2899, -0.0969, -0.1169, 0.1733
O, 10.7967, 4.7941, 30.2515, -0.0216, 0.0345, 0.6657
O, 7.9037, 8.5888, 22.7258, 0.0258, -0.0146, -0.138
O, 4.3109, -3.032, 13.8503, 0.0579, 0.0181, 0.1268
O, 11.4974, 5.8739, 24.8746, 0.0052, 0.0083, -0.0707
O, 3.3607, 1.1799, 22.6546, 0.0684, 0.0365, -0.1716
O, 0.2615, 3.4703, 18.0173, 0.0468, -0.0098, 0.1559
O, 5.0637, 0.5043, 11.5885, 0.0874, -0.0627, -0.1375
O, 10.3993, 2.1525, 21.6427, -0.0402, 0.035, -0.1002
O, 3.2962, 8.924, 21.6968, 0.0282, 0.0221, -0.171
O, 5.1871, 5.8477, 25.2933, 0.039, 0.0537, -0.0601
O, 0.5748, 2.3165, 13.0658, 0.0082, 0.0045, -0.0091
O, 7.8875, 2.0809, 24.1192, -0.0018, -0.1091, -0.0857
O, 11.5911, 9.2469, 29.4335, 0.0345, -0.011, 0.1514
O, 6.971, 1.6115, 21.6461, -0.0641, 0.0365, -0.1363
O, 6.2323, 4.7724, 17.7665, -0.0043, -0.0342, 0.1008
O, 4.6147, 2.2359, 20.5517, 0.0303, 0.033, -0.0982
O, -2.6704, -2.8027, 16.8568, 0.0568, 0.0127, 0.1744
O, 10.1479, 10.0199, 27.2535, 0.0904, 0.0808, 0.1713
O, 2.7236, 0.9198, 12.7911, 0.0104, -0.009, 0.0849
O, 10.8603, 4.377, 20.4989, -0.0346, 0.036, -0.059

Results
free energy: -155248.074 eV
free energy less fixed offsets of O -568.88, Si -635.61 eV per atom: -5.674 eV

The program warned: the cutoff lies below the one the program advises for these potential files; the exchange-correlation potential is rough where the density is thin.
